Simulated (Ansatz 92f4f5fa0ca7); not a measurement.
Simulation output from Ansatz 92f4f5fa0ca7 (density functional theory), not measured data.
Periodic cell of 208 atoms, Si128O80, from a study of silicon, its oxide and their interface. The atomic structure is a simulated model.
This geometry differs little from another in the collection (a relaxation step or a small displacement).

Settings: functional r2SCAN; potential files Ansatz PAW; basis plane waves; wave-function cutoff 800 eV; density cutoff ratio 5; exchange-correlation grid ratio 1; k mesh 1 x 1 x 1, shifted by 0.5 0.5 0 of a step; self-consistency stop 1e-10 eV per atom in the density residual; occupations fixed; spin none; net charge 0.

Cell vectors (angstrom)
a	10.88	0	0
b	0	10.88	0
c	4.175	-4.5406	30.61

Atoms: element, x, y, z (angstrom)
Si	1.1236	-1.0134	0.1793
Si	3.7891	1.6465	0.2648
Si	1.606	3.8057	0.1385
Si	4.4147	-4.3552	0.103
Si	-3.8596	-1.669	0.0039
Si	-1.1312	1.1046	0.0338
Si	6.5772	4.2816	-0.0103
Si	-1.6267	-3.8651	-0.0348
Si	2.6438	0.0842	1.5492
Si	5.4344	2.7924	1.4288
Si	2.7665	-5.4581	1.38
Si	5.4977	-2.7643	1.417
Si	-2.7231	-0.0537	1.318
Si	0.0014	2.6677	1.3976
Si	8.1385	5.4485	1.3183
Si	-0.045	-2.7046	1.3124
Si	1.3062	1.4033	2.897
Si	4.0934	4.1173	2.8267
Si	1.3539	-4.0649	2.6574
Si	4.081	-1.3666	2.7066
Si	6.8034	1.3452	2.6754
Si	9.508	4.0851	2.6641
Si	6.8324	6.7745	2.7914
Si	-1.3787	-1.3754	2.7502
Si	-0.0441	-0.0162	4.1491
Si	2.7209	2.7562	4.1666
Si	-0.0061	-5.4342	4.0284
Si	2.708	-2.7172	4.0537
Si	5.4378	-0.0008	4.0576
Si	8.1573	2.7215	4.0389
Si	5.4545	5.4601	4.1563
Si	8.1696	-2.7286	4.125
Si	1.3091	-1.3562	10.8591
Si	4.0739	1.3864	10.8463
Si	1.3944	4.0871	10.8882
Si	4.0659	-4.0929	10.8733
Si	6.8159	-1.355	10.8907
Si	-1.369	1.3342	10.8954
Si	6.762	4.0524	10.8027
Si	-1.3333	-4.0166	10.8157
Si	2.62	0.0872	12.1442
Si	5.4996	2.6515	12.2285
Si	2.7502	5.4326	12.2855
Si	5.4183	-2.7134	12.2016
Si	-2.7108	-0.0233	12.3024
Si	0.0173	2.7123	12.2014
Si	8.0883	5.5233	12.0215
Si	0.0152	-2.7304	12.2815
Si	1.3243	1.3987	13.6658
Si	4.1616	4.0365	13.5529
Si	1.4016	-4.1061	13.6938
Si	4.0013	-1.2879	13.3956
Si	-4.053	1.2892	13.7259
Si	-1.4323	4.1608	13.2821
Si	6.788	-4.0855	13.5201
Si	-1.3574	-1.3676	13.6748
Si	0.2205	-0.2231	15.0049
Si	3.0182	2.5107	14.8801
Si	-0.3444	-5.2731	14.7469
Si	2.5411	-2.383	14.8441
Si	5.0944	0.1263	14.9005
Si	-2.806	3.0096	14.7582
Si	5.7831	5.1334	14.8305
Si	-2.5324	-3.0087	14.8878
Si	4.0825	-0.3089	-6.744
Si	-0.8797	3.6142	16.9316
Si	-1.8645	1.8582	-4.8731
Si	0.3743	-5.1489	-1.9986
Si	-0.3588	-0.5974	17.8981
Si	6.7978	1.0625	-6.8874
Si	1.918	2.7566	17.6367
Si	3.4047	5.2515	-6.4664
Si	-2.4645	-2.6035	17.8176
Si	5.251	-4.6718	17.7233
Si	5.5315	0.1998	-1.9843
Si	0.3247	-0.9792	-8.4738
Si	3.2198	-0.7834	-3.8401
Si	0.0496	-2.518	-5.9198
Si	-0.1545	3.5199	-6.9773
Si	-2.4228	-3.3171	-7.4402
Si	-2.6815	3.9241	21.5122
Si	8.0725	5.3533	18.7539
Si	0.9931	-5.2799	-4.9708
Si	6.4094	1.4863	21.3695
Si	1.7421	1.2124	-7.3364
Si	5.7333	-4.3996	-7.5632
Si	5.2559	3.5783	-7.9187
Si	3.3475	0.8651	21.4289
Si	1.709	-5.1186	21.8397
Si	7.8298	2.351	-2.1786
Si	2.5851	-2.8565	-1.8594
Si	4.487	-1.8751	17.1244
Si	0.5705	0.1075	-4.5848
Si	2.4788	-0.0639	18.6181
Si	-2.5218	-0.568	19.9059
Si	3.1509	4.9077	19.5404
Si	1.3613	-1.3717	5.4525
Si	4.0869	1.3473	5.4548
Si	1.3344	-6.7577	5.4518
Si	4.065	-4.0488	5.4483
Si	6.7825	-1.3551	5.4375
Si	9.4868	1.3827	5.4509
Si	6.8164	4.0608	5.4519
Si	-1.3419	6.7834	5.445
Si	2.7188	-0.0056	6.8158
Si	5.4466	2.7107	6.8033
Si	2.6974	-5.4026	6.7888
Si	5.4268	-2.7047	6.8107
Si	8.1238	0.0221	6.7842
Si	-0.0078	2.7328	6.8007
Si	-2.7067	5.428	6.8108
Si	0.0037	-2.7311	6.8041
Si	1.3517	1.3685	8.1622
Si	4.0591	4.0966	8.1012
Si	1.3613	-4.0693	8.1748
Si	4.0755	-1.3607	8.1812
Si	6.788	1.3542	8.1749
Si	-1.3485	4.0781	8.1776
Si	6.7966	-4.079	8.1533
Si	9.5001	-1.3376	8.1028
Si	-0.0376	-0.0078	9.4908
Si	2.734	2.7522	9.4874
Si	0.0197	-5.4382	9.528
Si	2.7068	-2.7128	9.5372
Si	5.4346	-0.0051	9.5361
Si	8.1709	2.7024	9.5139
Si	5.4016	5.4295	9.4784
Si	8.1643	-2.6801	9.4787
O	-2.4784	4.9078	20.2621
O	4.0903	1.349	15.3419
O	8.1414	-2.7549	-0.5293
O	-1.7507	2.6259	15.9642
O	-1.8275	1.756	-1.2938
O	3.4065	-2.674	16.1999
O	1.178	2.7167	-7.4717
O	-1.0239	-4.6083	-1.3783
O	-1.4017	-4.1336	15.2405
O	7.2022	3.6193	-1.3805
O	-0.3047	0.2341	16.4953
O	6.2577	-1.09	-1.3267
O	6.9408	4.0678	15.3183
O	4.5891	-0.1862	-3.2314
O	7.8359	1.0404	-5.6414
O	-0.8676	4.0473	-8.31
O	5.3602	-0.8207	16.226
O	4.8466	1.3273	21.0323
O	0.0142	0.025	-0.4621
O	2.4708	3.2994	16.21
O	7.1052	-3.9592	-6.8583
O	4.5317	0.8701	-0.9351
O	2.5481	0.5193	20.0993
O	4.2315	4.5967	20.73
O	-1.4362	2.929	21.8432
O	6.886	3.0236	21.2057
O	-2.0086	-1.3914	21.2251
O	1.4183	-3.9406	-1.9127
O	7.702	-2.6387	16.354
O	-1.4909	-2.9184	-6.1898
O	3.875	-3.5553	-1.2088
O	5.1565	-5.112	16.1795
O	-1.2938	0.0978	19.0473
O	0.3012	5.2814	-3.5476
O	2.4159	-5.2741	-7.695
O	5.9852	5.0047	-8.179
O	0.908	-3.7242	-5.3223
O	3.8614	-5.0729	18.4261
O	7.389	0.5466	-8.3031
O	2.5931	3.5534	18.8706
O	3.4164	-0.9115	-5.4205
O	-0.0519	4.7293	16.0876
O	-0.7219	0.9651	-4.1304
O	0.0657	-1.4057	-4.7643
O	-1.9991	4.2983	17.8534
O	2.0675	-1.5858	-1.0168
O	1.0217	0.6449	-6.0239
O	0.732	-2.0365	-7.3174
O	6.4789	5.4208	18.4359
O	2.3875	1.2168	17.6449
O	1.8703	0.127	-3.5968
O	2.7154	2.711	-0.385
O	3.8484	-1.4541	-7.8306
O	3.7351	-1.0095	18.2667
O	1.1106	-0.8872	18.4727
O	2.9809	-2.2882	-3.305
O	4.0868	3.8289	-6.8152
O	0.2944	2.8503	17.7478
O	-2.5046	2.7451	-3.6624
O	-1.5894	-4.2947	-8.4035
O	6.6783	1.2417	-2.4184
O	6.2664	2.5399	-7.2335
O	7.9592	-2.0464	-8.2978
O	5.5594	-4.3042	22.0152
O	5.4702	5.4046	-0.4731
O	-0.9748	-2.0444	17.5575
O	-1.0613	-0.2568	-8.0281
O	3.344	1.0839	-7.1696
O	2.5644	5.1806	-5.0845
O	7.6631	-1.6173	18.8736
O	5.3785	-3.0485	17.8104
O	7.3042	0.5579	20.3841
O	4.5732	-4.4984	-6.425
O	-2.2643	-4.045	18.4844
O	1.3885	-1.3274	15.3213
O	5.6213	0.0434	-6.475
O	-1.1672	2.6712	-6.0718
O	1.9311	-5.1428	20.2335
O	0.1931	4.8029	-6.0946
O	0.8856	4.4472	-1.1753

Results
free energy: -127504.236 eV
free energy less fixed offsets of O -570.45, Si -639.56 eV per atom: -4.556 eV

Forces (eV/angstrom), in the order of the atoms: element, x, y, z
Si	0.0084	0.0023	-0.0305
Si	-0.0018	0.0021	-0.0368
Si	-0.0051	0.005	-0.042
Si	-0.0035	0.0075	-0.0391
Si	-0.0079	0.0019	-0.0391
Si	-0.0058	0.0062	-0.0362
Si	0.0009	-0.0024	-0.0423
Si	0.0007	-0.0023	-0.0395
Si	0	-0.0012	0.006
Si	-0.0023	0.0031	0.0083
Si	-0.0015	0.0015	0.0042
Si	0	0.0007	0.0085
Si	0.0007	-0.0027	0.0046
Si	-0.0002	-0.0004	0.0039
Si	-0.0029	0.0012	0.0035
Si	-0.0016	-0.0026	0.0037
Si	0.0002	0.0016	-0.0034
Si	0.0014	-0.0021	-0.0011
Si	-0.001	-0.0004	-0.0015
Si	-0.0002	-0.0001	-0.0041
Si	0.0001	-0.0005	-0.0008
Si	0.0003	0.0004	-0.0005
Si	0.0008	0.0015	-0.0025
Si	-0.0042	0.002	-0.0005
Si	-0.0003	-0.0014	0.0016
Si	-0.0008	0.0009	0.0018
Si	0.0006	0.0009	-0.0012
Si	-0.0004	0.0003	0.0004
Si	-0.0006	0.0012	-0.0003
Si	-0.0011	-0.0004	-0.0023
Si	-0.0005	0.0016	0.0015
Si	0.001	-0.0008	-0.0002
Si	-0.0019	0.0002	-0.0009
Si	0.0006	0.0022	-0.0016
Si	0.0008	0.0001	-0.0015
Si	-0.0002	-0.0011	-0.0018
Si	0.0001	0.0011	-0.0023
Si	0.0001	-0.0023	-0.0019
Si	-0.0028	-0.0006	0.0001
Si	-0.0007	0.0028	0.001
Si	-0.0021	0.0013	0.0006
Si	-0.0001	-0.0007	0
Si	-0.0008	0.001	-0.0023
Si	0.0012	0.0003	-0.0015
Si	-0.0005	0	-0.0012
Si	0.0003	-0.001	-0.0005
Si	-0.0008	0.001	0.0005
Si	0.0003	-0.0009	-0.0032
Si	-0.0006	0.0023	0.004
Si	-0.0011	0.0027	0.0068
Si	-0.0004	0.0003	0.0031
Si	-0.0003	-0.0034	0.0055
Si	0.0017	-0.0021	0.0028
Si	0.0028	-0.0015	0.006
Si	-0.0004	0.0022	0.0038
Si	-0.0041	0.0004	0.0036
Si	0.0059	-0.0037	-0.0147
Si	-0.0002	-0.0025	-0.0108
Si	-0.0003	0.0083	-0.0168
Si	-0.0053	0.0011	-0.013
Si	0.0006	0.0054	-0.0159
Si	-0.002	-0.0063	-0.0095
Si	0.0007	-0.0042	-0.0152
Si	0.0024	-0.0013	-0.0082
Si	-0.0032	0.0149	0.0298
Si	-0.0084	0.0021	0.0023
Si	0.005	0.0045	0.0082
Si	0.0024	-0.0197	-0.0641
Si	-0.0041	0.0023	0.0074
Si	0.0047	-0.0012	0.0207
Si	0.0086	-0.0009	0.0043
Si	-0.0056	-0.0019	0.0233
Si	-0.0039	0.0017	0.0079
Si	-0.007	-0.0079	0.0026
Si	0.0106	-0.0025	-0.0477
Si	0.0072	0.0101	0.0409
Si	-0.0024	0.0052	-0.0218
Si	0.0082	-0.003	0.0182
Si	0.0035	-0.0055	0.0263
Si	-0.0017	0.0059	0.0258
Si	-0.0013	-0.0048	0.0374
Si	0.0003	-0.0092	0.0153
Si	-0.01	-0.0057	0.0056
Si	-0.0048	0.0045	0.029
Si	-0.0007	0.0091	0.028
Si	-0.0059	-0.0037	0.0164
Si	0.0042	-0.0021	0.0271
Si	0.0089	-0.0191	0.0422
Si	-0.0023	0.0073	0.0325
Si	0.0002	0.0033	-0.0573
Si	0.0149	0.0088	-0.0515
Si	0.0008	0.0002	-0.0024
Si	-0.0078	0.004	-0.0007
Si	-0.0011	0.0072	0.0148
Si	-0.0012	0.0034	0.0281
Si	-0.0081	-0.0047	0.0222
Si	-0.0007	0.0011	-0.0017
Si	-0.002	0.0001	-0.0025
Si	-0.0004	-0.002	-0.0021
Si	0.0008	-0.0002	-0.002
Si	-0.0001	-0.0008	-0.0027
Si	0.0015	0	-0.002
Si	-0.001	0.0013	-0.0016
Si	-0.0014	-0.0006	-0.0013
Si	-0.0013	0.001	-0.0012
Si	-0.0008	0.0005	-0.0014
Si	-0.0011	0.0005	-0.0012
Si	-0.0017	0	-0.0011
Si	-0.0009	0.0005	-0.0013
Si	-0.0007	0.0001	-0.001
Si	-0.0007	0.0009	-0.0017
Si	0.0001	0.0009	-0.0012
Si	-0.0002	-0.0004	-0.0009
Si	-0.001	-0.0009	-0.0001
Si	-0.0004	-0.0006	-0.0014
Si	-0.0001	-0.0001	-0.0009
Si	-0.0005	-0.0004	-0.0011
Si	-0.0008	-0.0005	-0.0012
Si	-0.0007	0.0002	-0.0013
Si	0.0001	-0.0008	0
Si	-0.0014	0.0007	-0.0007
Si	-0.001	0.0013	-0.0007
Si	0.0012	-0.0003	-0.0013
Si	0.0003	-0.0003	-0.0014
Si	-0.0006	-0.0008	-0.001
Si	-0.0004	-0.0012	-0.0011
Si	-0.0016	0.0005	-0.0015
Si	-0.0014	0.0016	-0.0011
O	0.0039	-0.0052	-0.0279
O	0.0039	-0.0016	0.0048
O	0.0014	0	0.0226
O	0.003	0.0014	0.008
O	0.0177	-0.0132	0.0448
O	0.0091	-0.0012	0.0172
O	0.0004	-0.0048	-0.0078
O	-0.0202	0.0171	0.0413
O	-0.0031	0.0034	0.0001
O	-0.0114	0.0169	0.0461
O	-0.0052	0.0054	0.0108
O	0.0131	-0.0148	0.0413
O	-0.007	0.0004	-0.0014
O	-0.0021	-0.0031	-0.0009
O	-0.0011	-0.0028	-0.0137
O	-0.0071	0.0166	-0.0374
O	0.0012	-0.0089	0.0145
O	-0.0011	0.0037	-0.0075
O	0.0021	-0.0031	0.0178
O	-0.0034	0.0055	0.0131
O	-0.0016	-0.0002	-0.0133
O	-0.0304	0.0187	0.0447
O	-0.0033	-0.0101	-0.0242
O	-0.0057	-0.0002	-0.023
O	-0.0026	0.0028	-0.0186
O	0.0044	0.0035	-0.008
O	-0.0054	-0.0048	-0.0205
O	0.0002	0.0071	0.0161
O	-0.0041	0.0036	0.0115
O	-0.0055	-0.0032	-0.0101
O	0.0184	-0.0184	0.0399
O	-0.0062	0.0031	0.0137
O	0.0065	-0.0008	-0.0092
O	0.0061	0.0134	0.0311
O	-0.0033	0.0003	-0.0118
O	-0.001	0.0015	-0.0117
O	0.004	0.003	-0.0064
O	0.0094	0.0069	-0.0125
O	0.0019	-0.0064	-0.0088
O	-0.0002	-0.0006	-0.0081
O	-0.0028	-0.0036	0.0055
O	0.0058	-0.0055	0.0154
O	0.0021	0.0008	0.0054
O	0.0023	-0.0038	-0.0076
O	0.0067	-0.0078	-0.0125
O	-0.0234	0.0207	0.0343
O	0.0029	-0.0004	-0.0084
O	-0.0025	0.0034	-0.0132
O	0.0015	-0.0017	-0.0034
O	-0.0002	-0.0011	0.0039
O	0.0001	-0.0059	0.004
O	-0.0041	0.0025	0.0146
O	-0.0045	-0.0154	-0.0397
O	0.0062	-0.0066	-0.0099
O	0.0046	-0.0018	0.0003
O	-0.0045	-0.0107	0.0194
O	0.0032	-0.0004	-0.0085
O	-0.0027	-0.0024	0.0008
O	-0.0065	-0.0054	0.0204
O	-0.0019	-0.0044	-0.0089
O	0.001	-0.0004	0.0179
O	0.0026	0.0028	-0.0057
O	-0.0034	0.0026	-0.0091
O	-0.0011	-0.0057	-0.0199
O	0.0001	0.0001	0.0113
O	-0.0017	-0.0015	0.0049
O	-0.0054	-0.0045	-0.0183
O	0.0006	0.0013	-0.0057
O	0.0026	0.0007	-0.0087
O	-0.0025	-0.0026	-0.0076
O	0.0008	0.0006	-0.0011
O	0.011	-0.0103	-0.0195
O	-0.0026	-0.0012	-0.0007
O	0.0019	0.0043	-0.0048
O	0.0007	-0.0017	-0.0068
O	0.0038	0.0038	-0.0072
O	0.0012	-0.003	-0.0052
O	0.006	-0.0022	-0.0208
O	0.0082	0.0167	0.0098
O	0.0089	-0.0122	0.0399

The program warned: the cutoff lies below the one the program advises for these potential files; the forces do not sum to zero within the program's tolerance; empty levels may hold ghost states of the PAW files; the exchange-correlation potential is rough where the density is thin.
